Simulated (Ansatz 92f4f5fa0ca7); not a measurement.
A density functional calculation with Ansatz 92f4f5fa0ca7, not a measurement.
Periodic cell of 153 atoms, Si99O54, from a study of silicon, its oxide and their interface. The atomic structure is a simulated model.

Settings: functional r2SCAN; potential files Ansatz norm-conserving; basis plane waves; wave-function cutoff 1300 eV; density cutoff ratio 4; exchange-correlation grid ratio 1; k mesh 2 x 2 x 1, shifted by 0.5 0.5 0.5 of a step; self-consistency stop 5e-08 eV per atom in the density residual; occupations Fermi-Dirac, 0.05 eV; spin none; net charge 0.

Cell vectors (angstrom)
a  11.54  0  0
b  0  11.54  0
c  0  0  20.6016

Atoms: element, x, y, z (angstrom)
Si  0.1509  0.7369  -0.2562
Si  0.0314  3.8746  0.2693
Si  -0.1468  6.9581  0.0792
Si  4.3332  -1.0647  -0.2252
Si  4.0064  4.4566  0.0489
Si  3.8272  7.5264  0.6177
Si  7.7303  -0.5705  0.1325
Si  7.8743  3.5464  -0.5423
Si  7.672  7.7654  0.5522
Si  1.8592  0.0586  1.1956
Si  2.0451  3.9191  1.4296
Si  1.7143  7.6103  1.4874
Si  5.828  -0.2309  1.4375
Si  5.8893  3.752  1.3435
Si  5.7702  7.5684  1.8242
Si  9.7422  0.0532  1.1652
Si  9.522  3.8807  1.3874
Si  9.6816  7.4906  1.6082
Si  1.9836  1.9205  2.6853
Si  1.8802  5.7518  2.8897
Si  1.7943  9.6567  2.6649
Si  5.7198  1.8218  2.6952
Si  5.8278  5.5719  2.9345
Si  5.781  9.5616  2.968
Si  9.554  1.8985  2.6676
Si  9.5678  5.6477  2.9365
Si  9.7525  9.6141  2.6749
Si  -0.0353  1.9266  4.0574
Si  -0.0485  5.7025  4.2465
Si  -0.0035  9.6405  4.172
Si  3.8334  1.8934  4.1267
Si  3.8339  5.7412  4.1943
Si  3.7258  9.6018  4.1196
Si  7.6718  1.8532  4.106
Si  7.7117  5.7186  4.3089
Si  7.8167  9.5971  4.131
Si  -0.0432  0.0289  5.51
Si  -0.0753  3.7805  5.5573
Si  -0.0464  7.6958  5.5424
Si  3.7443  -0.0302  5.4858
Si  3.835  3.8144  5.5045
Si  3.7744  7.7028  5.5133
Si  7.7274  -0.051  5.4975
Si  7.7355  3.7617  5.5567
Si  7.7582  7.7218  5.549
Si  1.8408  0.0426  6.9054
Si  1.8893  3.8373  6.814
Si  1.8526  7.6454  6.923
Si  5.731  -0.007  6.74
Si  5.7881  3.8618  6.8235
Si  5.7654  7.7539  6.7826
Si  9.6033  -0.092  6.9365
Si  9.5863  3.8167  7.0162
Si  9.6245  7.8072  6.9998
Si  1.8567  2.0147  8.231
Si  1.9098  5.6694  8.2609
Si  1.698  9.6131  8.2364
Si  5.7395  1.9069  8.0833
Si  5.8164  5.8412  8.1348
Si  5.7454  9.6671  8.1423
Si  9.5479  1.7892  8.3017
Si  9.6359  5.8924  8.3401
Si  9.5803  9.662  8.5491
Si  -0.0595  1.9068  9.6125
Si  0.0384  5.7704  9.7171
Si  0.0197  9.6418  10.0304
Si  3.8706  2.015  9.4203
Si  3.9454  5.7554  9.499
Si  3.7323  9.5744  9.2892
Si  7.5385  1.8755  9.55
Si  7.6446  5.9982  9.6263
Si  7.4575  9.7627  9.777
Si  0.6008  0.2174  11.1749
Si  -0.7192  3.7989  10.8919
Si  0.7172  7.5499  11.158
Si  3.6535  -0.0144  10.4765
Si  4.5501  3.8655  10.8073
Si  3.87  7.7359  10.7073
Si  6.7299  0.1552  11.0961
Si  7.6458  3.9136  10.6261
Si  6.9929  7.9189  11.1487
Si  7.505  -5.5401  15.544
Si  3.4852  2.935  13.468
Si  5.8628  -1.7373  15.5008
Si  12.0005  2.3444  13.2827
Si  11.4055  4.1175  15.6357
Si  14.1422  5.1285  15.2048
Si  -0.6513  -0.3766  17.6739
Si  0.4203  6.6349  14.0645
Si  8.3431  -3.1929  14.0295
Si  6.9758  3.0635  15.9505
Si  5.5307  4.5571  18.1632
Si  5.8465  12.405  13.8822
Si  -0.6105  -2.5778  15.5752
Si  -1.5672  8.4496  18.3018
Si  -6.6824  18.4446  16.2651
Si  7.8586  7.582  18.3236
Si  9.542  2.5275  17.5678
Si  6.3712  10.3721  18.2704
O  -1.2782  1.0863  -3.2445
O  3.0331  -0.1131  0.0214
O  0.174  2.3929  -0.5644
O  -0.014  5.3808  -0.5357
O  -0.4329  7.9257  -1.2346
O  -1.6917  10.0872  -2.2753
O  3.9285  -5.4357  -0.2379
O  3.926  -2.661  -0.3298
O  7.8271  6.4892  -3.5311
O  4.3001  3.9627  -1.5378
O  6.3153  10.7928  -3.8927
O  11.9391  -0.0716  -1.704
O  7.6718  4.3987  -5.313
O  9.0975  2.8832  -1.4856
O  6.7462  -2.7601  -2.4071
O  4.8935  10.7093  -1.7391
O  7.4025  11.3199  -1.489
O  1.8672  5.8842  13.9579
O  0.014  0.9024  12.6291
O  1.4281  4.4048  16.1068
O  2.0357  2.254  13.5992
O  3.5699  3.8303  12.1262
O  -0.0487  7.0598  12.565
O  4.8711  -2.9762  16.043
O  6.9772  0.5839  12.7166
O  -2.3463  3.8422  11.3825
O  6.1343  3.8877  11.4397
O  5.3403  7.8326  11.5851
O  7.9907  8.285  12.4446
O  2.257  0.0532  11.4264
O  5.099  -0.1567  11.2836
O  11.7023  3.5914  12.2745
O  5.7231  3.57  16.8668
O  2.3731  7.6966  11.5089
O  -0.1507  -1.1262  16.2595
O  0.561  8.066  14.8718
O  3.6581  3.9927  14.7132
O  5.3081  -0.5953  14.4505
O  10.4679  3.736  16.9253
O  -3.9734  6.8526  19.7629
O  11.2767  2.7851  14.6829
O  16.0944  1.7311  13.4124
O  7.1457  -2.4519  14.8264
O  -1.8108  -2.4239  14.4493
O  8.4536  -4.745  14.5087
O  -1.0751  -3.5243  16.8051
O  3.3664  6.341  15.9669
O  5.9488  6.3643  15.1844
O  6.9338  4.4043  19.0015
O  8.1356  2.3718  16.8123
O  11.0039  5.5161  14.842
O  6.536  13.4331  14.9416
O  7.7844  20.8618  20.6266
O  5.228  6.1196  17.6831

Results
free energy: -36730.741 eV
free energy less fixed offsets of O -463.61, Si -117.95 eV per atom: -18.751 eV
pressure: -2.52 GPa
stress xx, yy, zz, yz, xz, xy (GPa, positive in tension): 2.1, 3.58, 1.87, 1.09, -0.73, 0

Forces (eV/angstrom), in the order of the atoms: element, x, y, z
Si  -0.2539  0  -0.3006
Si  0.2  0.0462  -0.2729
Si  0.1516  -0.1616  -0.998
Si  -0.4761  -0.0088  -0.4663
Si  -0.0572  0.371  -0.7909
Si  0.1401  -0.1633  -1.1646
Si  0.0044  -0.2398  -0.8492
Si  0.3854  1.1175  0.5182
Si  -0.2424  -0.0696  -0.9311
Si  0.2909  -0.0004  -0.2277
Si  0.0844  -0.0198  -0.3627
Si  -0.2105  -0.1826  -0.084
Si  -0.0863  -0.0851  -0.1004
Si  -0.0945  -0.2933  -0.6025
Si  0.0423  0.0018  0.0642
Si  0.1956  0.12  -0.2305
Si  0.0102  -0.1687  -0.6318
Si  0.1163  0.0884  -0.0999
Si  0.0003  0.051  0.2579
Si  -0.0062  -0.0653  0.1474
Si  0.0633  0.0782  -0.0051
Si  -0.077  -0.1335  0.0351
Si  0.3096  -0.0909  0.1279
Si  0.1802  0.0806  0.4217
Si  -0.0855  -0.0872  0.0326
Si  -0.0201  -0.1372  0.0195
Si  -0.1744  0.2419  -0.1008
Si  -0.022  -0.0742  -0.127
Si  -0.0223  -0.0258  0.0886
Si  0.1401  0.0561  0.0411
Si  -0.0668  -0.0764  -0.0729
Si  -0.1502  -0.1453  -0.0007
Si  -0.0168  0.0934  -0.1571
Si  0.1904  0.0335  -0.1386
Si  0.0368  -0.1089  0.0619
Si  -0.0984  0.0164  -0.1841
Si  -0.0549  0.0172  -0.0781
Si  0.076  0.0545  -0.0319
Si  0.0274  -0.0581  -0.0651
Si  0.0049  0.0919  0.0639
Si  0.0056  0.0009  -0.0048
Si  0.0903  0.0139  0.089
Si  -0.0359  -0.0545  -0.0037
Si  -0.093  -0.0167  -0.0897
Si  0.0034  0.0457  0.0136
Si  0.0329  -0.1021  0.0558
Si  -0.0003  -0.1103  -0.0323
Si  -0.1754  0.0407  -0.0179
Si  0.1005  -0.108  -0.0257
Si  -0.0681  0.0369  0.0357
Si  0.0791  0.0742  0.0396
Si  -0.058  0.2793  0.0428
Si  0.0351  -0.0435  0.2598
Si  -0.0213  -0.1992  0.0841
Si  -0.0884  0.155  -0.0752
Si  0.0173  -0.0264  0.0501
Si  -0.1131  -0.0665  -0.0639
Si  0.0053  -0.0485  -0.3876
Si  0.1306  0.0184  -0.2273
Si  0.0154  0.0655  -0.1287
Si  0.0314  -0.1032  -0.1352
Si  0.0614  0.0422  -0.1206
Si  -0.0457  -0.0734  0.2091
Si  -0.0422  0.0268  0.1227
Si  -0.1153  -0.2865  0.0559
Si  0.2349  -0.0897  0.0915
Si  0.0333  0.2036  0.2364
Si  0.025  -0.2396  0.1125
Si  0.0163  -0.0002  0.1301
Si  -0.0811  -0.2845  0.2939
Si  -0.2479  0.2246  0.3915
Si  -0.0636  0.0965  0.1084
Si  0.2918  0.4694  0.6835
Si  -0.0294  0.0906  0.8131
Si  0.1787  -0.0775  0.6639
Si  -0.0142  0.0648  1.0609
Si  0.059  -0.0128  0.9376
Si  0.0265  0.0405  0.7193
Si  -0.3283  0.2801  1.0035
Si  0.158  0.0055  0.7086
Si  -0.1575  0.0225  0.281
Si  -0.1824  -0.3038  -0.3903
Si  0.1108  -0.0193  0.5023
Si  -0.1962  0.0678  -0.2468
Si  -0.1091  0.1542  0.3853
Si  0.1267  0.0253  0.1537
Si  0.0912  0.2095  0.2671
Si  -0.0687  0.2106  -0.4223
Si  0.2293  -0.2471  0.3388
Si  -0.1237  -0.0816  0.4377
Si  0.1381  -0.0419  -0.1132
Si  -0.237  -0.0702  -0.5645
Si  -0.067  0.0433  0.3503
Si  0.1699  -0.0574  -0.1171
Si  0.3405  -0.2198  -0.1453
Si  -0.3045  0.0482  -0.3554
Si  -0.3401  -0.5863  -0.2137
Si  -0.1953  0.1151  -0.6701
Si  -0.0639  0.3862  -0.6975
O  0.0326  -0.1453  0.2994
O  -0.1324  -0.1962  0.3552
O  -0.1979  -0.0986  0.3077
O  -0.112  0.2092  0.7692
O  -0.1275  -0.0944  0.1884
O  0.2107  -0.1005  -0.0568
O  0.009  -0.2571  0.6394
O  0.1657  0.3302  0.4827
O  -0.0569  0.4834  0.4288
O  0.0527  0.272  0.8092
O  0.1177  -0.4057  0.3933
O  -0.1414  0.3471  0.3957
O  -0.2139  0.1615  0.2581
O  -0.6246  -0.0624  0.3279
O  0.1224  -0.0635  -0.0254
O  0.3209  -0.1615  0.3964
O  0.2093  -0.1922  0.9409
O  -0.2628  -0.0063  0.115
O  0.3305  -0.2991  -0.706
O  -0.1979  0.0154  -0.4327
O  -0.0713  0.0917  -0.184
O  0.3548  -0.0539  -0.4711
O  0.3348  0.2419  -0.4917
O  0.343  0.0036  0.0917
O  -0.0507  -0.2485  -0.8946
O  -0.1147  0.0167  -0.7893
O  -0.1244  -0.0585  -0.8294
O  0.3369  -0.0502  -0.6342
O  -0.5213  -0.2084  -0.4686
O  -0.1235  0.0851  -0.6925
O  0.2476  0.2279  -0.3216
O  -0.2509  -0.1509  -0.3644
O  0.099  0.339  0.268
O  -0.2362  -0.0919  -0.5193
O  -0.3066  -0.1161  0.3419
O  -0.3311  -0.06  -0.0693
O  -0.2252  -0.1314  -0.3712
O  0.2404  0.1089  -0.0273
O  -0.1122  -0.23  0.1314
O  0.0724  0.3461  0.2312
O  0.1753  0.0724  -0.2755
O  -0.0676  0.0446  -0.1619
O  0.1416  -0.0523  -0.0961
O  0.0319  -0.0809  0.1035
O  -0.1074  0.2878  0.0851
O  -0.1022  0.3929  0.2043
O  0.1963  -0.2122  -0.0162
O  0.2283  0.0007  0.4111
O  0.3604  -0.3658  0.3103
O  0.1016  0.1525  0.1629
O  0.209  0.0784  -0.1254
O  -0.1266  -0.135  -0.1789
O  0.0756  0.1413  0.3268
O  0.2095  -0.2749  0.1348
